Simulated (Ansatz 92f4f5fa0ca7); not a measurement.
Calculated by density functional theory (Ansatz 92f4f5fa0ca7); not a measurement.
Periodic cell of 237 atoms, Si145O90P2, from a study of silicon, its oxide and their interface. The atomic structure is a simulated model.
Doubt: the cutoff is far below the 930 eV that the study's wrapper takes by default for these files, so forces and energies are approximate.
This geometry differs little from another in the collection (a relaxation step or a small displacement).

Settings
functional: PBE
potential files: Ansatz PAW
basis: plane waves
wave-function cutoff: 580 eV
density cutoff ratio: 5
exchange-correlation grid ratio: 1
k mesh: 1 x 1 x 1, Gamma-centred
self-consistency stop: 5e-08 eV per atom in the density residual
occupations: fixed
spin: none
net charge: 0

Cell vectors (angstrom)
a  11.6015  0  0
b  0  10.938  0
c  0  0  32.0622

Atoms: element, x, y, z (angstrom)
Si  -0.189  -0.0673  23.2567
Si  3.6751  0.2162  23.0757
Si  7.5569  -0.1302  23.427
Si  1.6885  1.3801  23.3979
Si  5.741  1.4134  23.174
Si  9.4503  1.2298  23.3393
Si  0.172  5.3307  23.4334
Si  4.1275  5.2981  23.3722
Si  8.0409  5.6089  23.5351
Si  2.1717  6.5997  23.3602
Si  5.975  6.7683  23.4584
Si  10.011  6.8744  23.5869
Si  1.9078  2.6694  25.3666
Si  5.8346  2.6571  25.2446
Si  9.6394  2.6872  25.2462
Si  11.6044  4.0158  25.3626
Si  3.8976  3.9777  25.3061
Si  7.7487  4.0901  25.3305
Si  1.981  8.1562  25.1904
Si  5.7789  8.1708  25.3447
Si  9.7162  8.2688  25.4218
Si  11.6445  9.5657  25.2543
Si  3.871  9.5962  25.0559
Si  7.6944  9.5249  25.3911
Si  11.6537  -0.0082  27.2019
Si  3.9036  -0.0526  27.1138
Si  7.7605  -0.0145  27.2733
Si  1.9883  1.3171  27.2682
Si  5.8296  1.3249  27.1987
Si  9.6988  1.3344  27.1984
Si  11.5961  5.4706  27.227
Si  3.8497  5.4228  27.2056
Si  7.7152  5.4605  27.2555
Si  1.9414  6.8287  27.1753
Si  5.7627  6.8014  27.2582
Si  9.6578  6.8168  27.2746
Si  1.947  2.7244  29.1696
Si  5.7946  2.7102  29.1383
Si  9.6825  2.7232  29.139
Si  0.0129  4.0979  29.1584
Si  3.8692  4.0905  29.1623
Si  7.7321  4.0785  29.1703
Si  1.9461  8.1854  29.1349
Si  5.7922  8.1909  29.1691
Si  9.6747  8.2053  29.183
Si  0.0138  9.5609  29.147
Si  3.8739  9.5695  29.1182
Si  7.7338  9.5494  29.1861
Si  0  0  31.0965
Si  3.8672  0  31.0965
Si  7.7343  0  31.0965
Si  1.9336  1.3673  31.0965
Si  5.8008  1.3673  31.0965
Si  9.6679  1.3673  31.0965
Si  0  5.469  31.0965
Si  3.8672  5.469  31.0965
Si  7.7343  5.469  31.0965
Si  1.9336  6.8362  31.0965
Si  5.8008  6.8362  31.0965
Si  9.6679  6.8362  31.0965
Si  1.9336  2.7345  0.9679
Si  5.8008  2.7345  0.9679
Si  9.6679  2.7345  0.9679
Si  0  4.1018  0.9679
Si  3.8672  4.1018  0.9679
Si  7.7343  4.1018  0.9679
Si  1.9336  8.2035  0.9679
Si  5.8008  8.2035  0.9679
Si  9.6679  8.2035  0.9679
Si  0  9.5708  0.9679
Si  3.8672  9.5708  0.9679
Si  7.7343  9.5708  0.9679
Si  11.5861  0.0034  2.95
Si  3.8292  -0.0019  2.9071
Si  7.7563  -0.0128  2.9042
Si  1.9064  1.3972  2.9281
Si  5.7934  1.2927  2.8229
Si  9.6529  1.385  2.9222
Si  11.5593  5.5094  2.8674
Si  3.877  5.4972  2.8985
Si  7.7376  5.5054  2.9068
Si  1.9111  6.8228  2.8793
Si  5.8143  6.8489  2.8764
Si  9.6637  6.9105  2.9887
Si  1.865  2.8953  4.7869
Si  5.7294  2.6216  4.7216
Si  9.5532  2.8195  4.8226
Si  11.4759  4.2071  4.813
Si  3.886  4.1  4.8045
Si  7.5661  4.0905  4.8038
Si  1.8972  8.1697  4.8086
Si  5.8382  8.2532  4.7695
Si  9.6988  8.2371  5.0186
Si  11.6307  9.6509  4.9708
Si  3.8394  9.4815  4.7958
Si  7.776  9.634  4.8928
Si  11.6768  0.3581  6.7935
Si  3.7739  -0.052  6.6568
Si  7.7805  0.0503  6.8815
Si  2.1116  1.565  6.6848
Si  5.739  1.237  6.645
Si  9.6719  1.5602  6.8147
Si  11.4299  5.6372  6.7132
Si  3.9447  5.4293  6.783
P  7.6852  5.5505  6.572
Si  1.9384  6.6929  6.6612
Si  5.8364  6.8963  6.678
P  9.7767  7.2325  7.1923
O  10.6795  8.3367  8.1022
O  7.8172  9.8979  8.1693
O  7.369  4.6893  7.9638
O  3.3477  10.3585  8.2017
O  2.1078  7.6043  8.0258
O  4.027  4.5992  8.2438
O  9.782  2.5013  8.1991
O  2.6428  2.3699  8.0764
O  11.3693  4.6475  8.0411
O  5.3905  2.3773  7.7992
O  6.0699  7.8477  8.0311
O  11.5517  10.7848  8.3643
O  11.2916  10.0733  21.7813
O  3.2407  10.7569  21.4871
O  5.795  7.7656  22.1332
O  4.223  4.4503  21.9196
O  7.6828  9.6945  22.1652
O  10.2853  7.6775  22.1597
O  1.6093  2.408  22.0957
O  5.9577  2.4498  21.867
O  8.4673  4.7243  22.1894
O  -0.045  4.4791  22.0005
O  2.3638  7.4219  21.9343
O  9.1397  1.8874  21.8423
Si  2.0846  7.8732  9.6064
Si  5.0595  0.5945  17.6367
Si  2.5269  5.4534  13.9692
Si  10.6687  3.8443  14.0127
Si  8.3264  2.4174  15.2094
Si  9.5545  2.2604  20.3166
Si  10.4942  3.7177  9.0439
Si  0.1011  2.3427  11.518
Si  11.046  8.1446  15.3379
Si  5.1972  6.954  13.93
Si  5.7938  2.6563  11.0546
Si  8.586  7.6854  19.3538
Si  8.1266  4.8654  20.607
Si  5.9536  9.621  15.139
Si  2.1226  7.6501  20.3442
Si  1.97  4.9067  18.777
Si  4.5351  3.4572  17.9815
Si  8.5301  8.9489  16.7732
Si  0.8807  9.5366  13.3024
Si  9.9833  10.704  11.7237
Si  5.3648  3.7152  20.9965
Si  0.6406  5.5314  16.225
Si  11.1388  9.4537  9.1875
Si  6.5724  8.9008  21.2626
Si  7.1289  7.1098  11.3977
Si  2.7318  0.7501  12.1345
Si  10.8865  8.6749  21.0246
Si  6.0707  4.3404  15.5803
Si  7.1386  0.5212  12.9196
Si  4.0858  2.9882  8.5675
Si  0.9269  6.8069  11.8711
Si  6.6983  9.0233  8.9946
Si  0.6801  3.3025  21.1141
Si  9.8589  6.5051  12.8214
Si  7.6818  4.602  9.5803
Si  3.9911  10.094  20.182
Si  4.3095  3.0749  13.4617
Si  3.9692  10.0102  9.6791
Si  8.0855  0.8097  17.9855
O  11.6552  3.1835  12.9068
O  9.297  4.5673  9.7787
O  8.8022  3.6175  19.836
O  4.0697  -0.0581  18.7609
O  11.4076  4.5049  15.2941
O  10.0416  9.8304  10.3364
O  3.8071  1.5815  13.0446
O  0.6915  9.0812  14.8577
O  6.4994  0.9909  18.3232
O  4.8029  3.1746  19.5721
O  6.3334  1.233  11.6774
O  0.9028  8.9596  9.9233
O  5.6852  4.317  17.1773
O  8.4552  7.0707  12.308
O  4.4214  2.6323  10.1317
O  2.1214  5.6713  15.5316
O  3.5031  0.0168  10.9046
O  5.9193  7.21  12.4837
O  2.3475  6.3512  19.4075
O  0.7086  4.9824  17.7514
O  8.4659  10.7112  12.319
O  5.5761  10.1062  9.4719
O  0.5892  8.1588  20.1972
O  9.8179  2.6156  14.6319
O  2.0451  10.6524  13.187
O  9.9721  9.1074  16.0598
O  6.1865  10.3897  13.7103
O  7.5136  1.6161  14.0585
O  1.6714  3.9041  19.9996
O  5.9167  5.8085  14.8706
O  7.3708  8.9809  15.643
O  1.5665  1.651  11.4489
O  7.2537  8.3776  10.3786
O  4.3408  2.0064  17.2451
O  7.0239  3.235  10.1635
O  11.5577  6.9997  16.3624
O  8.327  10.173  17.7878
O  3.5278  8.4801  10.0527
O  7.625  3.8713  15.4478
O  3.1904  4.3421  17.8818
O  2.9539  3.9339  13.6293
O  1.3812  8.2496  12.457
O  1.2349  5.7119  13.0211
O  5.0209  8.3327  14.7889
O  11.1752  2.4163  20.3051
O  11.0249  10.0674  12.7985
O  5.3523  3.6172  12.3098
O  5.1228  3.2102  14.8616
O  6.4944  4.8244  20.5573
O  8.4341  1.6126  16.6158
O  10.4512  1.2985  11.4463
O  10.9286  6.6898  11.5927
O  3.2296  8.7122  19.8202
O  1.7595  6.5369  10.4922
O  7.1714  8.2169  19.9337
O  8.5023  7.6125  17.7207
O  3.6986  6.4759  13.5525
O  9.7107  4.9477  13.2767
O  5.5161  9.9915  20.7259
O  10.3372  7.4104  14.0747
O  8.7825  6.1783  19.9239
O  6.9992  5.8045  10.4295
O  5.2855  10.5712  16.3119
O  9.0641  1.1685  19.2274
O  11.5465  3.2667  10.191
O  9.748  8.7204  19.8583

Results
free energy: -144870.916 eV
free energy less fixed offsets of O -568.88, P -755.39, Si -635.61 eV per atom: 2.514 eV

Forces (eV/angstrom), in the order of the atoms: element, x, y, z
Si  0.0018  -0.0007  0
Si  -0.0005  0.0016  -0.0006
Si  -0.0007  0.0003  -0.0007
Si  0.0003  0.0003  0.0003
Si  0.001  -0.0014  0.0021
Si  0.0001  0.0007  -0.0013
Si  0.0011  0.0013  -0.0042
Si  0.0001  0.0007  0
Si  0.0004  0  0.0021
Si  0.0012  0.0004  0.0014
Si  0.001  -0.0003  -0.0028
Si  0.0011  0.0001  -0.001
Si  -0.0001  0.0002  -0.0007
Si  -0.0002  -0.0002  -0.0008
Si  -0.0003  -0.001  -0.0006
Si  -0.0005  0.0003  -0.0005
Si  -0.0006  0.0002  0.0001
Si  -0.0004  0  0.0006
Si  -0.0002  0.0004  -0.0002
Si  -0.0007  -0.0007  -0.0003
Si  0.0004  -0.0003  0.0001
Si  -0.0004  0.0015  -0.0003
Si  0.0007  0.0002  -0.001
Si  -0.0001  0  -0.0006
Si  0.0001  -0.0004  -0.0001
Si  0.0006  0.001  -0.001
Si  0.0007  -0.0008  0.0006
Si  0  0.0004  0.0003
Si  0  -0.0008  -0.0006
Si  0.0008  -0.0005  -0.0008
Si  0  0.0007  0.0004
Si  0.0003  0.0002  0.0009
Si  0.0001  -0.0011  0.0006
Si  0.0002  -0.0005  -0.0001
Si  0.0007  0.0004  0.0006
Si  -0.0002  0  0.0005
Si  -0.0017  0.0003  -0.0008
Si  0.0005  0.0007  0.0017
Si  -0.0005  0.0005  0.0018
Si  0.0006  -0.0012  -0.0006
Si  0.0018  0.0013  -0.0004
Si  0.0013  0.0003  -0.002
Si  0.0001  -0.0001  0.0012
Si  0.0015  0.0006  -0.003
Si  0.0012  -0.0009  -0.0023
Si  0.0007  0.0014  0.0015
Si  -0.0009  0.0012  0.0043
Si  -0.0011  0.0002  -0.0017
Si  0.0326  0.028  -0.0856
Si  -0.0128  0.0141  -0.2256
Si  -0.0363  0.0513  0.0983
Si  -0.0059  -0.063  0.0634
Si  -0.0018  0.0064  -0.1447
Si  0.0078  -0.0614  -0.1097
Si  0.0215  -0.0365  -0.0428
Si  0.0278  0.0157  -0.0371
Si  -0.0203  -0.0302  -0.0057
Si  -0.0074  -0.014  -0.1122
Si  -0.0325  -0.0553  0.0658
Si  0.0553  -0.1611  0.1431
Si  -0.032  -0.0067  0.0986
Si  -0.0155  -0.0099  -0.1873
Si  0.0175  0.0238  0.0404
Si  -0.1026  0.0432  -0.0687
Si  0.012  0.0267  0.0919
Si  0.0866  0.0716  0.1601
Si  0.0307  0.0396  -0.1127
Si  0.0151  0.1423  -0.1415
Si  -0.0854  0.0705  0.2858
Si  -0.0428  0.0642  0.2484
Si  -0.1358  -0.117  -0.018
Si  0.0978  -0.0591  -0.0246
Si  0.0026  0.0008  0.0053
Si  -0.0014  0.0002  0
Si  -0.0024  0.0018  0.0073
Si  0.0021  -0.0004  -0.0036
Si  -0.003  -0.0004  0.0013
Si  0.0048  -0.0024  -0.0035
Si  0.0007  -0.0006  0.001
Si  0.0014  0.0028  0.0003
Si  -0.0031  -0.0084  0.0075
Si  0.003  -0.0004  0.0011
Si  0  0.0031  0.001
Si  -0.0022  0.0144  -0.0022
Si  0  -0.0014  0.0042
Si  0.0041  -0.0056  -0.0012
Si  -0.0079  0.0018  -0.0035
Si  0.0096  0.0006  0.0054
Si  0.0054  -0.0024  -0.0016
Si  0.0023  0.0027  -0.014
Si  -0.0058  0.0021  0.0049
Si  0.0012  0.004  0.0031
Si  0.0102  0.0018  0.0079
Si  -0.0057  0.0015  -0.0004
Si  0.0056  -0.0038  -0.0076
Si  -0.0048  -0.0074  -0.0071
Si  0.0015  -0.0025  -0.0512
Si  -0.0016  -0.0057  0.0058
Si  0.0026  -0.0003  -0.0061
Si  -0.0018  0.0092  -0.0011
Si  0.0079  0.0051  -0.0029
Si  0.0006  0.0001  -0.0004
Si  0.0032  0.0086  -0.0018
Si  -0.0054  0.0086  0.0035
P  -0.0051  0.0076  0.0028
Si  -0.0028  -0.0061  0.0001
Si  0.0049  -0.0034  -0.0074
P  0.0188  0.0094  0.0272
O  0.0057  -0.0093  -0.0718
O  0.0054  0.0087  0.0015
O  0.002  -0.0024  0.0347
O  0.0066  -0.0025  0.0095
O  0.006  -0.0005  0.0031
O  0.0013  -0.003  -0.0027
O  0.0015  -0.0015  0.0027
O  -0.0005  -0.0014  -0.0029
O  -0.0036  -0.0045  0.0046
O  0.0003  -0.0001  0.0005
O  -0.014  -0.0034  -0.0083
O  0.0078  0.0444  0.0522
O  -0.0003  -0.0015  0.0005
O  0.0019  0.0001  0.0002
O  0.0021  0.0021  -0.0003
O  0.0023  -0.0014  -0.0003
O  0  0  0.0008
O  -0.0002  0.0033  -0.0014
O  -0.0012  0.002  -0.0011
O  0.0002  0.0021  0.0002
O  -0.0001  -0.0004  -0.0003
O  0.0035  0.0002  0.0002
O  -0.001  0.0024  -0.0028
O  0.0007  0.0003  0.0008
Si  0.0031  -0.0004  -0.0051
Si  0.0021  0.0008  -0.0019
Si  0  0.0011  0.0002
Si  -0.0009  0.0008  0.0001
Si  0.0011  -0.0004  -0.0003
Si  0.0012  0  -0.003
Si  0.0047  0.0034  -0.0003
Si  0.005  0.0071  0.0032
Si  0.0001  -0.0005  -0.0002
Si  0.0003  0.0005  0.0026
Si  -0.0106  -0.0034  0.0078
Si  0.0015  0.0008  -0.0039
Si  0.0009  -0.0005  -0.0006
Si  0.0022  0.0008  -0.0006
Si  -0.001  0.0016  -0.0022
Si  0.0011  0.0003  0.0001
Si  0.0007  0.0003  -0.0022
Si  0.0013  0.0002  0
Si  0.0032  -0.001  0
Si  0.0006  -0.002  0.0044
Si  0.0003  0.0003  -0.0032
Si  -0.0007  0.0021  -0.001
Si  -0.0001  -0.0528  0.0125
Si  -0.0001  -0.0015  -0.0018
Si  0.0168  -0.0084  -0.0182
Si  0.0007  -0.0027  0.0001
Si  0.0017  -0.0026  -0.0007
Si  0.0021  0.0002  -0.0005
Si  -0.0002  -0.0003  0.0041
Si  -0.0038  -0.0007  -0.0001
Si  0.0028  -0.0004  0.0004
Si  0.0022  0.0012  0.0225
Si  0.0024  0.0007  -0.0015
Si  -0.0041  0.0036  -0.0011
Si  -0.0248  0.0245  0.0028
Si  0.0017  0  -0.0028
Si  0.0021  0.0017  0.0004
Si  0.0012  -0.0031  -0.0028
Si  -0.0003  -0.0019  -0.0011
O  0.0017  -0.004  -0.0091
O  0.0056  0.0019  -0.0077
O  -0.0001  -0.0005  0.0019
O  -0.0006  -0.0008  0.0038
O  0.0033  0.0023  0.002
O  -0.0199  0.0029  0.0157
O  0.0023  0.0009  0.0007
O  0.002  0.0011  0.0015
O  0.0014  -0.0011  0.0007
O  0.0019  0.0008  0.0033
O  -0.0008  -0.0025  -0.0023
O  -0.0072  -0.0088  0.0004
O  0.0005  -0.0001  0.0004
O  -0.0085  -0.003  -0.0148
O  -0.0035  0.0005  -0.0029
O  0.0005  0.0012  0.0013
O  0.0007  0.0007  -0.0015
O  0.0038  0.0003  -0.0059
O  0.0002  0.0019  0.0036
O  0.001  0.0011  0.0006
O  0.0047  0.0012  -0.0023
O  -0.0034  -0.0035  0.0037
O  0.0063  -0.0037  0.0051
O  0.0017  0.0007  0.0014
O  0.0025  0.0018  -0.0007
O  0.0007  0  -0.0003
O  0  -0.0004  0.001
O  0.0033  0.0012  0.0004
O  -0.0007  0.0008  0.0011
O  0.0005  -0.0001  0.0002
O  -0.0009  0.0006  0
O  -0.0032  0.0028  -0.0002
O  -0.0074  -0.0257  -0.002
O  0.0012  0.0005  0.0004
O  0.0113  0.0084  -0.0122
O  0.003  -0.0047  0.0011
O  0.0017  0  0.0006
O  0.003  0.0135  -0.0018
O  0.0012  0.0001  0.0005
O  0.0012  0.0004  0.0023
O  0.0017  -0.0018  0.0011
O  0.002  -0.002  0.0013
O  0.0017  -0.0006  0.0002
O  0.0004  -0.0006  -0.0001
O  0.0005  0.0012  0.0012
O  -0.003  0.0016  -0.0034
O  -0.0001  -0.0006  0.0008
O  0.0003  -0.0005  0.0004
O  -0.0001  -0.0009  0.0017
O  -0.0001  0.0012  -0.0019
O  0.0002  -0.0031  -0.0014
O  -0.0043  -0.0005  0.0024
O  -0.0056  -0.0027  0.003
O  0.0032  -0.0023  -0.0004
O  -0.0016  0.0021  0.0027
O  0.0003  0.0005  0.001
O  0.0012  0  -0.001
O  0.0014  0.0045  -0.0004
O  -0.0027  -0.0012  0.0009
O  -0.0014  -0.0051  -0.0053
O  0.0003  0.0008  0.0009
O  0.0233  -0.0028  0.0144
O  0.0008  -0.0003  0.0006
O  0.0009  0.0018  0.0013
O  0.0015  -0.0059  0.0058
O  0.0017  -0.0003  0.0026

The program warned: the cutoff lies below the one the program advises for these potential files; the exchange-correlation potential is rough where the density is thin.
